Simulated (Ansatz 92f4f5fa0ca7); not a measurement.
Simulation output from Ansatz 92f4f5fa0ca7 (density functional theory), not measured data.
Periodic cell of 237 atoms, Si146O90B1, from a study of silicon, its oxide and their interface. The atomic structure is a simulated model.
Doubt: the cutoff is far below the 930 eV that the study's wrapper takes by default for these files, so forces and energies are approximate.

Settings: functional PBE; potential files Ansatz PAW; basis plane waves; wave-function cutoff 580 eV; density cutoff ratio 5; exchange-correlation grid ratio 1; k mesh 1 x 1 x 1, Gamma-centred; self-consistency stop 5e-08 eV per atom in the density residual; occupations fixed; spin none; net charge -1 e, with a uniform compensating background and no finite-size correction.

Cell vectors (angstrom)
a	11.6015	0	0
b	0	10.938	0
c	0	0	32.0622

Atoms: element, x, y, z (angstrom)
Si	-0.2293	-0.0551	23.2242
Si	3.6446	0.208	23.0864
Si	7.5718	-0.1219	23.3948
Si	1.6435	1.3836	23.3743
Si	5.7248	1.3886	23.18
Si	9.4299	1.2992	23.134
Si	0.1563	5.3048	23.4392
Si	4.1153	5.2938	23.3965
Si	8.0295	5.6016	23.532
Si	2.1541	6.5873	23.3643
Si	5.9626	6.7648	23.4831
Si	10.0062	6.8672	23.6118
Si	1.8927	2.6611	25.3571
Si	5.8252	2.6482	25.2477
Si	9.6241	2.6768	25.1779
Si	11.5857	3.9991	25.3684
Si	3.8848	3.9623	25.315
Si	7.7402	4.083	25.3291
Si	1.9539	8.1626	25.1761
Si	5.7804	8.1927	25.3495
Si	9.6996	8.2765	25.4303
Si	11.6162	9.5819	25.2395
Si	3.8515	9.5976	25.0575
Si	7.6969	9.5552	25.3846
Si	11.641	-0.004	27.1915
Si	3.899	-0.0516	27.1099
Si	7.7587	-0.0122	27.284
Si	1.9808	1.3142	27.2631
Si	5.8271	1.3232	27.1998
Si	9.6885	1.3428	27.16
Si	11.5839	5.4698	27.2205
Si	3.8445	5.4267	27.2007
Si	7.7142	5.4609	27.2548
Si	1.9292	6.8281	27.1575
Si	5.762	6.8088	27.2579
Si	9.6522	6.8253	27.287
Si	1.9464	2.7233	29.1713
Si	5.7934	2.7241	29.1212
Si	9.6785	2.727	29.1133
Si	0.0103	4.0984	29.1509
Si	3.8628	4.0964	29.1615
Si	7.732	4.0889	29.1799
Si	1.9375	8.1887	29.1088
Si	5.7941	8.1867	29.182
Si	9.671	8.1964	29.2154
Si	0.0048	9.5608	29.1335
Si	3.8735	9.5578	29.0945
Si	7.7364	9.5498	29.2031
Si	0.0032	0.0018	31.0826
Si	3.8626	0.0067	31.0571
Si	7.7314	0.0079	31.1107
Si	1.9314	1.3724	31.1064
Si	5.798	1.3706	31.0621
Si	9.6689	1.3654	31.0738
Si	0.0088	5.467	31.0879
Si	3.8696	5.4789	31.0939
Si	7.7412	5.4668	31.1201
Si	1.9364	6.8415	31.0654
Si	5.8056	6.833	31.1111
Si	9.6786	6.8279	31.1403
Si	1.9332	2.7501	0.9844
Si	5.7963	2.7479	0.9268
Si	9.6692	2.7335	0.9632
Si	-0.012	4.1084	0.9571
Si	3.8668	4.1176	0.9743
Si	7.7426	4.1094	0.9969
Si	1.9297	8.2164	0.9408
Si	5.8022	8.2267	0.963
Si	9.668	8.2214	1.0075
Si	-0.0034	9.5934	0.9799
Si	3.8623	9.5891	0.9576
Si	7.7407	9.5829	0.9863
Si	11.6111	0.0353	2.9211
Si	3.8559	0.0221	2.9144
Si	7.7428	0.0243	2.908
Si	1.9355	1.4032	2.9286
Si	5.8121	1.3671	2.8382
Si	9.6635	1.388	2.9213
Si	11.5657	5.5026	2.8712
Si	3.8797	5.4975	2.9116
Si	7.7391	5.513	2.9221
Si	1.9145	6.8247	2.8597
Si	5.8119	6.863	2.8885
Si	9.6612	6.9016	2.9741
Si	1.9144	2.8327	4.829
Si	5.8373	2.7246	4.751
Si	9.6006	2.7982	4.8377
Si	11.5438	4.1363	4.7862
Si	3.9196	4.0988	4.8271
Si	7.7184	4.2058	4.8881
Si	1.8882	8.1483	4.8051
Si	5.8104	8.259	4.792
Si	9.6629	8.3213	4.9161
Si	11.6332	9.655	4.8891
Si	3.8196	9.4861	4.7923
Si	7.7241	9.6772	4.8947
Si	11.5968	0.2297	6.7821
Si	3.7539	-0.0558	6.662
Si	7.7132	0.0546	6.9176
Si	2.0495	1.5034	6.7669
Si	5.7137	1.2742	6.628
Si	9.6469	1.522	6.8377
Si	11.5257	5.4975	6.7081
Si	3.9828	5.4282	6.7984
Si	7.7375	5.6683	6.8368
Si	1.976	6.6417	6.6584
Si	5.8125	6.9758	6.7539
Si	9.7546	7.0392	6.9213
O	9.9938	7.9718	8.3096
O	7.6598	9.9336	8.2288
O	7.4007	4.7288	8.1727
O	3.3755	10.3494	8.2152
O	2.0388	7.5522	8.0332
O	4.0071	4.5802	8.254
O	9.7816	2.4475	8.228
O	2.618	2.3354	8.1291
O	11.3893	4.5704	8.0783
O	5.3651	2.3626	7.8282
O	5.8125	7.9827	8.0911
O	11.3116	10.312	8.1614
O	11.3358	10.0416	21.7833
O	3.234	10.6866	21.5207
O	5.7464	7.7567	22.1678
O	4.24	4.4676	21.9483
O	7.6742	9.6423	22.2
O	10.3521	7.6531	22.2017
O	1.451	2.3796	22.0797
O	5.9099	2.4233	21.8904
O	8.486	4.709	22.2257
O	-0.1086	4.4918	22.02
O	2.3642	7.3883	21.9379
O	9.0957	1.9276	21.6851
Si	1.9132	7.7842	9.6161
Si	5.0778	0.5878	17.7156
Si	2.5009	5.4409	14.0436
Si	10.5623	3.8682	14.0736
Si	8.2856	2.3832	15.3056
B	9.5133	2.2848	20.2683
Si	10.5077	3.6488	9.0843
Si	0.0282	2.3201	11.5816
Si	11.0158	8.1578	15.4146
Si	5.1803	6.942	14.0107
Si	5.7574	2.6156	11.1322
Si	8.5926	7.608	19.4021
Si	8.1859	4.744	20.6138
Si	5.9496	9.6096	15.2385
Si	2.1311	7.6063	20.3431
Si	1.8974	4.849	18.8167
Si	4.4833	3.4437	18.0272
Si	8.5391	9.0006	16.8888
Si	0.8367	9.4853	13.3074
Si	9.9105	10.6546	11.7334
Si	5.369	3.7105	21.0197
Si	0.5865	5.5391	16.2794
Si	10.7797	9.1494	9.1557
Si	6.5669	8.8585	21.2885
Si	7.1163	7.1062	11.4947
Si	2.6747	0.7426	12.2245
Si	10.9126	8.647	21.0379
Si	6.039	4.3237	15.6525
Si	7.0959	0.499	13.003
Si	4.0644	2.9735	8.6024
Si	0.8849	6.7463	11.9107
Si	6.569	9.0464	9.0837
Si	0.485	3.2579	21.0841
Si	9.8011	6.5206	12.9137
Si	7.7151	4.5346	9.7583
Si	3.9961	10.0488	20.2091
Si	4.2699	3.0475	13.542
Si	3.8538	10.014	9.7462
Si	8.1236	0.8519	18.1423
O	11.5011	3.2309	12.9138
O	9.3403	4.4751	9.8881
O	8.8383	3.5105	19.8637
O	4.0531	-0.0616	18.8181
O	11.3428	4.546	15.3206
O	9.8544	9.7954	10.3359
O	3.7619	1.549	13.1404
O	0.6582	9.0614	14.87
O	6.5014	0.9773	18.4152
O	4.7486	3.1896	19.6191
O	6.2583	1.1861	11.7672
O	0.5404	8.6287	9.8735
O	5.6126	4.3415	17.2362
O	8.4451	7.2014	12.3994
O	4.4147	2.6298	10.1647
O	2.0744	5.6682	15.5968
O	3.3744	0.0702	10.9232
O	5.8886	7.2191	12.5582
O	2.3366	6.2935	19.4264
O	0.6381	4.9697	17.7928
O	8.4174	10.6919	12.3846
O	5.4739	10.0714	9.7093
O	0.6076	8.1396	20.1913
O	9.7721	2.6165	14.7171
O	2.0077	10.5967	13.2322
O	9.9722	9.1469	16.1396
O	6.1567	10.3631	13.7977
O	7.4842	1.6084	14.1202
O	1.5619	3.8685	20.0365
O	5.9105	5.7813	14.9172
O	7.3817	9.027	15.751
O	1.505	1.6732	11.6133
O	7.1974	8.2839	10.3709
O	4.3488	1.9872	17.2981
O	7.0394	3.1597	10.2931
O	11.5392	7.0218	16.4413
O	8.3624	10.196	17.9368
O	3.2626	8.5402	10.1133
O	7.5858	3.8389	15.5489
O	3.0977	4.2582	17.9083
O	2.9207	3.9152	13.7164
O	1.3451	8.2118	12.4449
O	1.2207	5.6877	13.0811
O	5.0331	8.3043	14.8962
O	10.9729	2.4498	20.279
O	10.988	9.9963	12.7601
O	5.2935	3.5831	12.3721
O	5.0972	3.1899	14.9289
O	6.5365	4.7658	20.5921
O	8.39	1.5611	16.6848
O	10.4071	1.2444	11.4638
O	10.8788	6.6205	11.6833
O	3.2578	8.6562	19.8306
O	1.7152	6.4383	10.5316
O	7.1756	8.1291	19.9961
O	8.5085	7.6158	17.7688
O	3.6778	6.4658	13.6406
O	9.5719	4.973	13.3741
O	5.527	9.9585	20.739
O	10.3084	7.4003	14.1672
O	8.8047	6.0972	19.9376
O	7.0688	5.7092	10.667
O	5.2614	10.5552	16.393
O	9.0988	1.2535	19.3321
O	11.574	3.1681	10.1989
O	9.7459	8.6536	19.912

Results
free energy: -144145.605 eV
free energy less fixed offsets of B -154.04, O -568.88, Si -635.61 eV per atom: 6.695 eV

Forces (eV/angstrom), in the order of the atoms: element, x, y, z
Si	0.0295	0.1067	0.1635
Si	0.0285	0.1659	0.0772
Si	0.1263	0.3037	0.0997
Si	-0.0329	-0.1308	0.0452
Si	-0.0584	-0.1519	0.0886
Si	-0.1075	-0.103	0.1068
Si	-0.0457	0.1373	0.0791
Si	0.0586	0.1108	0.0864
Si	0.0265	0.1235	0.0386
Si	-0.0364	-0.1263	0.079
Si	-0.0003	-0.1284	0.0651
Si	0.0185	-0.1547	0.1291
Si	0.0007	-0.005	0.0024
Si	0.0245	-0.0078	-0.0326
Si	0.0066	-0.1435	-0.0729
Si	-0.0022	0.0107	0.022
Si	-0.0045	-0.0004	0.0313
Si	0.0114	0.0292	0.056
Si	0.0093	0.0266	0.0373
Si	-0.0101	0.01	0.0293
Si	0.0146	0.017	0.0713
Si	-0.0061	0.0026	-0.0344
Si	0.0015	-0.0323	0.0252
Si	-0.0274	-0.0167	-0.001
Si	-0.0123	-0.017	-0.0072
Si	-0.0099	0.0011	-0.0269
Si	0.0173	-0.0213	0.0043
Si	0.0045	0.01	0.0328
Si	-0.0012	-0.0016	-0.0181
Si	0.0099	0.068	-0.022
Si	0.0229	-0.0026	-0.0102
Si	0.0065	0.0185	-0.0048
Si	-0.0207	-0.0072	0.0091
Si	-0.0056	-0.0147	-0.0222
Si	0.01	0.0019	0.0143
Si	-0.0311	0.004	-0.0008
Si	-0.0505	-0.001	-0.02
Si	0.0076	0.0049	0.0229
Si	-0.0158	-0.0347	0.0279
Si	0.0059	-0.0005	-0.025
Si	0.0269	0.0223	-0.0095
Si	0.017	0.0229	-0.0516
Si	0.0066	-0.0047	0.002
Si	0.0335	-0.0186	-0.0623
Si	0.0149	-0.0389	-0.0503
Si	-0.0026	0.0291	0.0314
Si	-0.0271	0.0305	0.0811
Si	-0.0332	0.0095	-0.0286
Si	-0.0114	-0.0412	-0.0143
Si	-0.0039	-0.0628	-0.0273
Si	0.0107	-0.0045	0.0011
Si	0.0059	0.0094	0.0348
Si	-0.0171	0.0098	-0.0193
Si	0.0039	0.0461	-0.0281
Si	0.0033	-0.0156	-0.0195
Si	-0.0042	-0.0348	0.0088
Si	0.0007	-0.0311	-0.0161
Si	0.0023	0.0348	-0.0172
Si	-0.0001	0.0043	0.0177
Si	-0.0048	0.0292	0.0213
Si	-0.0174	-0.0039	-0.0206
Si	0.0252	-0.0076	0.0253
Si	-0.0152	-0.0286	-0.0278
Si	0.0275	0.0126	0.0266
Si	-0.0048	0.0222	-0.0073
Si	-0.0225	0.0025	-0.0167
Si	0.0009	-0.0128	0.0201
Si	-0.0232	-0.0094	0.024
Si	0.0215	-0.0236	-0.0202
Si	0.0225	0.0106	-0.0321
Si	-0.0082	0.0335	-0.0366
Si	-0.0207	0.022	-0.0141
Si	-0.0037	-0.0092	0.0091
Si	0.0106	-0.014	0.0033
Si	-0.0031	-0.0108	-0.0055
Si	0.0023	0.0104	0.0021
Si	-0.003	0.0265	-0.0144
Si	-0.0043	0.0134	-0.0049
Si	0.0146	-0.0073	-0.0101
Si	-0.0124	-0.0009	-0.0005
Si	0	0.0032	0.0083
Si	-0.0035	0.0145	-0.017
Si	-0.0002	0.0164	-0.0119
Si	0.0009	0.003	-0.0028
Si	-0.0007	-0.0185	0.0112
Si	0.004	-0.0201	-0.0082
Si	0.0013	-0.0172	0.0083
Si	-0.0097	0.0187	-0.0007
Si	0.0053	0.0222	0.0094
Si	-0.003	0.0194	0.0119
Si	0.007	-0.0225	-0.0015
Si	-0.0021	-0.0199	0.0114
Si	0.0001	-0.0172	0.0143
Si	0.0079	0.0109	0.0059
Si	-0.007	0.0193	0.0024
Si	-0.0002	0.0203	-0.0008
Si	-0.0007	0.0208	-0.0401
Si	0.0178	0.0178	-0.0448
Si	0.0075	0.0177	-0.0412
Si	-0.0069	-0.0076	-0.0473
Si	-0.0026	-0.0167	-0.0372
Si	-0.0081	-0.0156	-0.0426
Si	0.011	0.0129	-0.0408
Si	0.0012	0.0137	-0.0463
Si	0.0089	0.0102	-0.0427
Si	-0.0014	-0.0083	-0.0395
Si	-0.0102	-0.0085	-0.0473
Si	-0.0107	-0.007	-0.0438
O	0.0147	0.0282	0.0481
O	-0.0145	-0.0194	0.0419
O	-0.0015	-0.0147	0.0478
O	0.0002	-0.0167	0.0563
O	-0.0008	0.0239	0.0497
O	-0.0016	-0.0177	0.0356
O	0.0078	0.0318	0.0426
O	0.0186	0.02	0.0388
O	-0.0097	-0.0204	0.0374
O	-0.0144	0.0261	0.0342
O	0.0037	0.0292	0.0452
O	-0.008	-0.0229	0.0402
O	-0.0174	-0.1249	-0.1202
O	-0.0068	-0.0508	-0.1316
O	0	0.0907	-0.0964
O	-0.0197	-0.0665	-0.0979
O	-0.0061	-0.1249	-0.1087
O	0.0229	0.1348	-0.1473
O	0.0483	0.0385	-0.0325
O	-0.0086	0.118	-0.1096
O	-0.0192	-0.0691	-0.1644
O	-0.0089	-0.1089	-0.104
O	0.0035	0.0606	-0.1134
O	-0.0111	-0.0652	-0.0609
Si	-0.0096	-0.0093	-0.0119
Si	-0.0597	0.0374	0.1795
Si	-0.0089	0.0078	0.1136
Si	-0.0007	-0.0029	0.1412
Si	0.0204	0.011	0.1289
B	-0.0383	0.1087	0.3172
Si	0.0048	-0.0041	-0.0258
Si	-0.0076	0.0235	0.0673
Si	0.0013	-0.0027	0.1284
Si	0.0083	-0.0043	0.1101
Si	-0.0019	-0.0083	0.06
Si	0.0632	0.0061	0.1635
Si	0.0557	-0.1063	0.1023
Si	0.0157	0.0365	0.1245
Si	-0.019	0.0255	0.0862
Si	-0.0237	-0.002	0.1551
Si	-0.0425	-0.0512	0.1749
Si	0.0252	-0.0101	0.1749
Si	-0.0179	-0.0207	0.1153
Si	-0.0017	0.0004	0.0493
Si	0.1081	-0.0188	0.1503
Si	-0.0061	-0.0114	0.1526
Si	-0.0135	0.0021	-0.0249
Si	-0.0455	-0.0006	0.0502
Si	-0.0128	0.0082	0.0686
Si	0.0066	0.0115	0.0718
Si	0.0091	-0.0396	0.0867
Si	-0.0039	-0.0153	0.1217
Si	-0.0159	-0.0028	0.1037
Si	0.0004	0.0016	-0.0262
Si	-0.0131	-0.008	0.0744
Si	0.0077	-0.0077	-0.0268
Si	-0.0173	0.0761	0.0572
Si	0.0222	0.009	0.1017
Si	-0.005	0.007	-0.0169
Si	-0.0333	-0.008	0.1141
Si	0.0109	0.0228	0.1017
Si	-0.008	0.0143	-0.0163
Si	0.0844	-0.0271	0.2356
O	0.014	-0.0235	-0.0705
O	0.0005	0.0018	0.0023
O	-0.0401	0.0839	-0.0082
O	0.0457	0.0357	-0.1193
O	-0.0172	-0.0085	-0.1073
O	0.0028	-0.001	-0.0117
O	-0.0128	-0.0203	-0.0426
O	0.0105	0.024	-0.0743
O	-0.0208	-0.0065	-0.0399
O	-0.0429	-0.0184	-0.169
O	-0.0141	0.0256	-0.0424
O	0.0081	0.0046	-0.0005
O	0.0252	0.0358	-0.1129
O	-0.0195	0.0052	-0.0349
O	-0.0031	0.0025	-0.011
O	0.036	-0.0026	-0.0875
O	0.0068	-0.0112	-0.0278
O	0.0261	0.0061	-0.0649
O	0.0172	-0.0548	-0.0657
O	-0.0165	0.0197	-0.1045
O	0.0289	-0.0061	-0.0353
O	-0.0046	0.0003	0.0058
O	0.0067	-0.0111	-0.0262
O	0.0062	0.007	-0.0484
O	0.0149	0.0165	-0.0394
O	0.0258	0.0025	-0.057
O	0.014	0.0316	-0.0779
O	-0.0169	-0.0319	-0.072
O	0.055	0.0367	-0.0906
O	-0.0068	0.0312	-0.0562
O	-0.0319	0.004	-0.058
O	-0.0013	0.0032	-0.018
O	-0.0012	0.009	-0.0135
O	0.0194	-0.0085	-0.061
O	0.0066	0.0097	-0.0122
O	-0.0009	0.024	-0.0566
O	-0.0258	-0.0962	-0.1429
O	0.0026	0.0031	0.0033
O	-0.007	0.0143	-0.0406
O	0.0258	-0.0024	-0.0682
O	0.0031	-0.0086	-0.0331
O	0.0013	-0.0107	-0.0339
O	-0.0133	0.0197	-0.0472
O	-0.0051	-0.0287	-0.044
O	0.0646	-0.123	0.0378
O	-0.0192	0.0144	-0.0406
O	0.0126	-0.0015	-0.0488
O	-0.0209	-0.01	-0.0706
O	-0.0406	0.0428	-0.0377
O	0.0182	0.036	-0.1235
O	0.0003	0.003	-0.0198
O	0.0111	0.0056	-0.0358
O	0.0024	0.0057	-0.0318
O	0.0074	0.0078	-0.0234
O	0.0131	-0.0335	-0.0733
O	-0.0192	0.0256	-0.108
O	0.0007	0.0003	-0.0289
O	-0.0157	0.0188	-0.0362
O	-0.0062	-0.0139	-0.0509
O	-0.0209	-0.0204	-0.0832
O	-0.0145	0.0657	-0.0642
O	0.0031	-0.0094	-0.0141
O	0.0401	-0.0462	-0.0924
O	-0.026	-0.1244	-0.0206
O	-0.0015	0.0058	-0.0147
O	-0.0793	-0.0145	-0.0949

The program warned: the cutoff lies below the one the program advises for these potential files; the exchange-correlation potential is rough where the density is thin.
